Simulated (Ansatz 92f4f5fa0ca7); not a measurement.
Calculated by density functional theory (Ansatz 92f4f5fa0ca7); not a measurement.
Periodic cell of 351 atoms, Si241O110, from a study of silicon, its oxide and their interface. The atomic structure is a simulated model.
Doubt: the cutoff is far below the 930 eV that the study's wrapper takes by default for these files, so forces and energies are approximate.
This geometry differs little from another in the collection (a relaxation step or a small displacement).

Settings: functional PBE; potential files Ansatz PAW; basis plane waves; wave-function cutoff 580 eV; density cutoff ratio 5; exchange-correlation grid ratio 1; k mesh 1 x 1 x 1, Gamma-centred; self-consistency stop 5e-08 eV per atom in the density residual; occupations fixed; spin none; net charge 0.

Cell vectors (angstrom)
a 11.6015 0 0
b 0 13.3963 0
c 0 0 40.3886

Atoms: element, x, y, z (angstrom)
Si 0 2.2327 1.1851
Si 3.8672 2.2327 1.1851
Si 7.7343 2.2327 1.1851
Si 1.9336 5.5818 1.1851
Si 5.8008 5.5818 1.1851
Si 9.6679 5.5818 1.1851
Si 0 8.9308 1.1851
Si 3.8672 8.9308 1.1851
Si 7.7343 8.9308 1.1851
Si 1.9336 12.2799 1.1851
Si 5.8008 12.2799 1.1851
Si 9.6679 12.2799 1.1851
Si 1.9336 1.1164 1.9745
Si 5.8008 1.1164 1.9745
Si 9.6679 1.1164 1.9745
Si 0 4.4654 1.9745
Si 3.8672 4.4654 1.9745
Si 7.7343 4.4654 1.9745
Si 1.9336 7.8145 1.9745
Si 5.8008 7.8145 1.9745
Si 9.6679 7.8145 1.9745
Si 0 11.1635 1.9745
Si 3.8672 11.1635 1.9745
Si 7.7343 11.1635 1.9745
Si 1.9336 1.1164 4.3426
Si 5.8008 1.1164 4.3426
Si 9.6679 1.1164 4.3426
Si 0 4.4654 4.3426
Si 3.8672 4.4654 4.3426
Si 7.7343 4.4654 4.3426
Si 1.9336 7.8145 4.3426
Si 5.8008 7.8145 4.3426
Si 9.6679 7.8145 4.3426
Si 0 11.1635 4.3426
Si 3.8672 11.1635 4.3426
Si 7.7343 11.1635 4.3426
Si 0 0 36.048
Si 3.8672 0 36.048
Si 7.7343 0 36.048
Si 1.9336 3.3491 36.048
Si 5.8008 3.3491 36.048
Si 9.6679 3.3491 36.048
Si 0 6.6981 36.048
Si 3.8672 6.6981 36.048
Si 7.7343 6.6981 36.048
Si 1.9336 10.0472 36.048
Si 5.8008 10.0472 36.048
Si 9.6679 10.0472 36.048
Si 0 0 38.4162
Si 3.8672 0 38.4162
Si 7.7343 0 38.4162
Si 1.9336 3.3491 38.4162
Si 5.8008 3.3491 38.4162
Si 9.6679 3.3491 38.4162
Si 0 6.6981 38.4162
Si 3.8672 6.6981 38.4162
Si 7.7343 6.6981 38.4162
Si 1.9336 10.0472 38.4162
Si 5.8008 10.0472 38.4162
Si 9.6679 10.0472 38.4162
Si 0 2.2327 39.2055
Si 3.8672 2.2327 39.2055
Si 7.7343 2.2327 39.2055
Si 1.9336 5.5818 39.2055
Si 5.8008 5.5818 39.2055
Si 9.6679 5.5818 39.2055
Si 0 8.9308 39.2055
Si 3.8672 8.9308 39.2055
Si 7.7343 8.9308 39.2055
Si 1.9336 12.2799 39.2055
Si 5.8008 12.2799 39.2055
Si 9.6679 12.2799 39.2055
Si 0.0157 -0.0312 29.062
Si 1.7294 3.3183 28.8374
Si 7.7277 0.0591 29.0771
Si -0.1038 2.2367 29.7704
Si 6.2051 3.7422 28.7558
Si 9.6119 3.4651 29.0669
Si 0.0912 6.7264 28.6925
Si 3.9057 6.9075 28.9954
Si 7.8037 6.9016 28.9421
Si 2.0349 10.0078 29.1066
Si 5.6956 10.0354 29.1535
Si 9.6039 10.1618 28.8763
Si 3.8944 -0.0453 28.6606
Si 3.6595 2.1511 29.4685
Si 7.7319 2.3 29.8505
Si 1.9807 5.5999 29.5596
Si 5.8736 5.8203 29.7353
Si 9.7357 5.7254 29.6779
Si -0.029 8.9573 29.5373
Si 3.8633 8.9439 32.4229
Si 7.7419 9.0568 29.7995
Si 2.0027 12.2846 29.6829
Si 5.7631 12.3248 29.7132
Si 9.6589 12.3167 29.8104
Si -0.035 2.2543 32.1265
Si 3.8502 2.2485 31.9235
Si 7.7157 2.2844 32.1811
Si 1.948 5.5943 31.9842
Si 5.8146 5.6361 32.0958
Si 9.7013 5.6614 32.0664
Si -0.0048 8.9469 31.981
Si 3.8439 8.9575 30.161
Si 7.7351 8.9744 32.1547
Si 1.9752 12.314 32.0717
Si 5.7819 12.3166 32.0956
Si 9.6707 12.2886 32.1532
Si 1.9388 1.1547 32.8494
Si 5.7569 1.158 32.8692
Si 9.649 1.1325 32.9272
Si 0.0166 4.5053 32.8553
Si 3.8712 4.4697 32.8084
Si 7.7589 4.5321 32.8828
Si 1.8807 7.7948 32.8967
Si 5.8356 7.8197 32.9804
Si 9.6878 7.8694 32.8907
Si 0.0321 11.1695 32.8478
Si 3.871 11.2271 32.9648
Si 7.7188 11.2028 32.9161
Si 1.9378 1.1205 35.2364
Si 5.7896 1.1201 35.2459
Si 9.6666 1.1158 35.2794
Si 0.0048 4.4715 35.2396
Si 3.8662 4.4604 35.2141
Si 7.7375 4.4764 35.2541
Si 1.9134 7.8041 35.2623
Si 5.8132 7.8104 35.3111
Si 9.674 7.8207 35.2589
Si 0.0075 11.1589 35.2349
Si 3.8668 11.1795 35.3024
Si 7.7297 11.1693 35.2726
Si 0.003 -0.0014 5.1719
Si 3.8733 -0.0122 5.1429
Si 7.7428 -0.0166 5.1153
Si 1.9243 3.3505 5.1103
Si 5.7929 3.3523 5.0972
Si 9.6799 3.3444 5.0959
Si -0.0002 6.6956 5.1319
Si 3.8582 6.6986 5.1404
Si 7.7335 6.694 5.1189
Si 1.9353 10.0508 5.1298
Si 5.8035 10.0458 5.131
Si 9.6656 10.0491 5.1441
Si 0.0297 -0.0237 7.5724
Si 3.9114 -0.0553 7.5204
Si 7.783 -0.0764 7.4705
Si 1.8943 3.3313 7.4618
Si 5.7696 3.3335 7.4379
Si 9.6957 3.3077 7.4374
Si -0.0095 6.6683 7.4985
Si 3.8258 6.682 7.5139
Si 7.7255 6.656 7.4767
Si 1.9485 10.0402 7.4955
Si 5.8197 10.0129 7.4975
Si 9.6743 10.0306 7.5213
Si 0.0017 2.2225 8.348
Si 3.8227 2.2079 8.1834
Si 7.7344 2.1902 8.0664
Si 1.8946 5.5327 8.3282
Si 5.7677 5.5631 8.2459
Si 9.6563 5.5139 8.2376
Si 0.0166 8.9135 8.261
Si 3.8744 8.9272 8.2953
Si 7.7436 8.8747 8.2822
Si 1.9792 12.2471 8.3569
Si 5.8778 12.226 8.328
Si 9.7059 12.2446 8.395
Si 0.0442 2.2523 10.7513
Si 3.7953 2.1495 10.513
Si 7.6841 2.2227 10.3536
Si 1.848 5.5127 10.7216
Si 5.6699 5.5394 10.6031
Si 9.6012 5.4174 10.5899
Si 0.02 8.8445 10.6122
Si 3.87 8.9361 10.6643
Si 7.7192 8.7077 10.6474
Si 2.0501 12.2022 10.7575
Si 6.0206 12.1685 10.7214
Si 9.7556 11.9694 10.7991
Si 1.9468 1.0418 11.506
Si 5.7897 1.0937 11.1638
Si 9.5686 1.5343 11.5544
Si -0.1022 4.4495 11.6273
Si 3.7898 4.3476 11.3925
Si 7.5654 4.3652 11.2417
Si 1.9473 7.7677 11.388
Si 5.7272 7.7333 11.4327
Si 9.7201 7.6235 11.3042
Si 0.1652 11.014 11.5386
Si 4.0698 11.1538 11.5108
Si 7.8933 10.8114 11.5916
O 5.6119 1.5013 12.7515
O 11.3125 4.48 13.2967
O 7.359 4.0147 12.8627
O 2.0866 1.1079 13.1709
O 0.2416 10.9734 13.2142
O 21.149 13.3058 11.779
O 9.9172 -19.4165 12.9298
O 4.3916 11.2105 13.1525
O 8.1194 10.4819 13.2259
O 3.8189 4.2897 13.0584
O 9.3578 2.1915 13.054
O 5.6636 7.8269 13.095
O 4.0678 -0.0374 26.9781
O 1.4579 3.1134 27.2009
O 8.6803 -2.3559 24.6599
O -6.8199 29.7502 28.5372
O 9.3179 10.2698 27.2327
O 9.4405 3.6406 27.4036
O 6.8312 4.1384 27.2664
O 0.2639 6.6705 27.0123
O 2.5748 9.7812 27.5375
O 5.3271 9.7985 27.5329
O 0.0723 13.1301 27.4145
O 3.9607 7.4655 27.3986
Si 4.9963 0.1589 25.6231
Si 11.921 11.3169 24.4687
Si 9.4513 9.9916 25.6326
Si 1.9536 0.4181 14.6501
Si 4.9442 11.478 23.2548
Si 12.349 3.9941 20.8868
Si 4.8283 2.8652 23.9448
Si 7.9258 8.8984 20.989
Si 6.0614 9.8894 16.2587
Si 7.219 4.8896 24.1273
Si 11.2703 6.0399 25.6053
Si 10.6788 16.3114 17.203
Si 11.5877 0.2975 18.7615
Si 4.5497 11.9955 14.5799
Si 5.417 9.0488 19.1814
Si 11.5011 11.5881 14.6943
Si 10.5969 4.6469 14.7722
Si 2.8401 9.9093 24.356
Si 8.7882 10.2871 14.7165
Si 3.9558 9.0686 26.9876
Si 2.3839 9.4716 19.5482
Si 7.7533 -2.3999 23.3444
Si 11.8067 10.1366 21.6025
Si 10.5461 7.6686 14.399
Si 8.0963 3.4175 26.4988
Si 10.817 0.2197 26.1144
Si 5.2353 3.3072 18.3485
Si 6.7978 12.7754 21.4
Si 3.4647 2.5639 16.0473
Si 7.806 0.3018 26.764
Si 1.9356 7.6192 13.7299
Si 4.811 7.6996 14.4841
Si 8.2433 3.0729 13.8695
Si 9.6313 3.925 19.7001
Si 8.3225 7.0758 25.7731
Si 13.5103 2.8121 23.2864
Si 5.8708 1.3113 14.3291
Si 0.4714 2.9678 25.9096
Si 8.7071 12.7569 19.0509
Si 9.9299 10.1617 19.1547
Si 0.943 7.6968 23.1195
Si 13.7388 1.4276 20.6957
Si 5.1015 1.7593 20.964
Si 3.4092 5.112 14.4067
Si 5.0477 6.0322 19.4686
Si 12.2002 10.771 17.4912
Si 7.7055 5.842 21.2106
Si 8.0307 2.0439 18.04
Si 2.1368 6.5677 20.5128
O 10.8818 15.2467 26.0898
O 7.7121 -0.8511 22.7507
O 1.984 10.2061 18.1402
O 9.146 11.3577 18.3473
O 11.3234 3.6484 15.8795
O 1.6495 10.1701 20.8298
O 3.947 2.6118 17.6093
O 0.1979 6.76 24.2308
O 7.2062 6.4015 24.7777
O 8.2842 9.9328 22.2076
O 3.292 8.3558 14.3402
O 10.6927 10.6496 20.5278
O 11.4452 -0.5643 24.8365
O 5.2342 7.4833 18.7593
O 13.3609 2.931 20.1452
O 4.9245 10.94 15.7477
O 1.9484 1.4784 22.3271
O 13.4698 11.091 24.9403
O 0.6558 10.7199 15.8629
O 2.0731 6.0214 14.1341
O 0.5142 8.1649 14.3422
O 5.2593 3.0107 19.9488
O 7.2952 2.0227 14.6941
O 0.4677 13.1314 14.7796
O 9.877 11.5069 14.9364
O 8.9119 9.0058 19.6739
O 8.5671 2.698 19.4598
O 9.6002 8.8701 14.9854
O 6.0093 9.8404 17.8856
O 12.6013 5.4396 20.1727
O 7.5594 10.3403 15.7867
O 5.1352 4.9339 18.2574
O 7.74 12.169 20.2263
O 12.745 0.3995 19.9205
O 10.1124 0.1191 19.4737
O 11.9337 12.3416 17.9045
O 7.7187 4.9577 22.5802
O 5.6726 8.4232 15.6484
O 11.8054 11.1847 22.8442
O -0.0875 8.6178 22.2063
O 6.2268 10.6062 23.778
O 3.6658 10.4958 23.077
O 6.4351 0.842 20.8126
O 3.1035 12.6784 14.8788
O 6.4111 9.1927 20.4633
O -3.8601 20.4929 27.2898
O 5.7743 13.0982 14.606
O 6.2239 5.777 20.5585
O 10.5503 6.2364 15.2079
O 9.0392 4.1485 14.7813
O 10.7743 3.5565 20.8072
O 3.9453 9.3258 25.3953
O 3.3317 3.4547 23.7465
O 5.3501 12.0816 21.7737
O 2.1949 1.5618 15.7996
O 8.8184 5.2514 20.1702
O 11.0494 9.7215 18.0521
O 3.6264 5.9494 20.2712
O 10.4627 4.128 18.298
O 8.7577 8.5623 25.2847
O 1.9514 7.8816 19.5547
O 9.6672 6.1821 25.7073
O 8.0737 7.3859 21.5693
O 11.0294 10.1507 25.2272
O 5.7645 4.162 24.2408
O 11.566 1.6582 17.8163
O 4.5298 -0.7674 24.3562
O 12.7039 3.9896 22.4876
O 7.8463 13.8134 18.1513
O 8.2703 3.9754 24.9852
O 1.9058 8.6725 23.957
O 4.6316 6.1117 14.8429
O 1.9275 6.8914 22.1006
O 4.7136 2.0666 15.1506
O 3.7097 1.0206 20.4974
O 12.8532 2.3077 24.66
O 9.1759 2.3136 16.9011
O 6.5179 -0.3521 25.9904
O 7.7114 1.8657 26.3699
O 9.2579 -0.2325 26.2426
O 4.9298 1.7286 25.1264
O 3.0646 4.0747 15.5981
O 6.6024 2.7297 17.654
O 5.1903 2.1927 22.5141
O -0.0195 4.4522 25.4946
O 3.9911 9.6483 19.6818

Results
free energy: -215762.266 eV
free energy less fixed offsets of O -568.88, Si -635.61 eV per atom: -3.456 eV

Forces (eV/angstrom), in the order of the atoms: element, x, y, z
Si -0.0103 0.0152 0.0182
Si 0.005 0.0325 0.0234
Si -0.0031 0.0256 0.0218
Si -0.0027 -0.0169 -0.0227
Si -0.0084 -0.0003 0.0133
Si 0.0124 -0.0253 -0.016
Si 0.0001 -0.0029 0.0105
Si -0.0036 -0.0017 0.0044
Si 0.0111 0.031 -0.0035
Si 0.0031 -0.0057 0.0065
Si 0.0005 0.0029 -0.0059
Si -0.008 0.0137 -0.0044
Si 0.003 -0.0503 -0.0167
Si 0.0019 -0.0472 -0.0148
Si 0.0409 -0.0608 -0.0105
Si 0.0036 0.0354 0.0115
Si -0.0382 0.0214 0.0047
Si 0.02 -0.0093 -0.0056
Si -0.0064 -0.0046 -0.0052
Si -0.0199 -0.0195 -0.0124
Si 0.0007 -0.0008 -0.004
Si -0.0097 0.0159 -0.0045
Si 0.0147 -0.0165 -0.0017
Si 0.0032 -0.0534 0.0041
Si -0.0103 -0.1041 0.1467
Si 0.0193 -0.1071 0.0367
Si 0.1153 -0.1381 -0.021
Si 0.0323 0.065 -0.2648
Si -0.1125 0.0835 -0.1175
Si 0.0251 -0.0144 -0.1008
Si -0.0275 0.0053 0.0005
Si -0.0637 -0.0243 0.0385
Si 0.0154 0.0228 0.0459
Si -0.0255 0.0632 0.1161
Si 0.0345 -0.0379 -0.0525
Si 0.0269 -0.1088 -0.1536
Si 0.0992 -0.0406 -0.1418
Si -0.0392 0.1967 0.1858
Si -0.1161 0.068 0.0174
Si 0.0449 0.0297 -0.1566
Si -0.0456 0.0477 -0.1766
Si 0.0437 0.0985 -0.0798
Si -0.1062 -0.0577 0.1655
Si -0.0956 -0.1316 -0.1424
Si 0.2019 -0.0174 0.218
Si -0.0642 -0.0441 -0.0133
Si 0.0221 0.0662 0.1677
Si 0.0565 0.0466 -0.0661
Si 0.0323 -0.0209 0.0046
Si -0.0112 0.0731 -0.0051
Si -0.0431 0.0319 0.0005
Si 0.0161 0.0272 0.0051
Si -0.0133 0.0378 0.0139
Si 0.0143 0.0515 0.0172
Si -0.0366 -0.0272 -0.0083
Si -0.0398 -0.033 0.0088
Si 0.0755 0.0002 -0.0131
Si -0.0173 -0.0234 0.007
Si 0.0049 0.0235 0.0056
Si 0.0182 0.0348 0.0091
Si 0.0034 -0.0066 -0.029
Si -0.0067 -0.0357 0.0022
Si 0.006 -0.0255 -0.0227
Si -0.0092 0.0173 0.0053
Si 0.0142 0.0007 -0.0228
Si -0.008 0.0223 0.0468
Si 0.003 -0.002 -0.0055
Si 0.0051 0.0086 -0.0128
Si -0.0126 -0.0294 -0.0026
Si 0.009 0.0047 -0.0057
Si -0.0038 -0.0062 0.0087
Si 0.0019 -0.0146 -0.0164
Si 0.0048 -0.0069 -0.0178
Si -0.0019 -0.0105 -0.0273
Si -0.0088 -0.0064 0
Si -0.0046 -0.0017 0.0247
Si -0.0191 -0.0297 0.0071
Si 0.0061 0.0112 -0.0179
Si 0.0091 -0.0017 -0.038
Si 0.0005 0.0059 -0.0219
Si 0.0034 0.0129 -0.0381
Si -0.0131 0.0078 -0.0153
Si 0.0067 0.0101 -0.0163
Si -0.0046 0.0119 -0.0354
Si 0.0129 0.0087 -0.0519
Si 0.0415 0.0192 -0.0101
Si -0.0266 -0.0006 -0.0256
Si -0.0087 0.0122 0.0219
Si -0.0031 -0.0125 0.0251
Si -0.0114 -0.006 0.0326
Si 0.0155 -0.0059 0.0223
Si -0.0022 -0.0014 0.005
Si -0.0132 -0.0056 0.0221
Si -0.0148 -0.0135 0.0276
Si 0.0226 0.0036 0.0204
Si -0.0252 0.0172 0.0224
Si 0.0126 -0.0031 -0.0007
Si -0.0048 0.0054 0.008
Si 0.0033 -0.0024 0.0063
Si 0.0053 -0.0015 -0.0041
Si -0.0093 0.0026 -0.0125
Si 0.0014 -0.003 0.0014
Si -0.0011 0.003 -0.0012
Si 0.0088 -0.003 0.0195
Si 0.0033 0.0012 -0.0026
Si -0.0111 0.0036 -0.0196
Si 0.0016 -0.0078 -0.0056
Si 0.0012 -0.0024 -0.0019
Si -0.0004 -0.0028 0.0013
Si -0.0002 -0.0033 0.0024
Si 0.0009 -0.0046 0.0006
Si -0.0087 0.0038 -0.0032
Si -0.002 0.0034 0.001
Si 0.0103 0.0057 0.0063
Si -0.0108 0.0001 -0.0009
Si 0.0078 0.0032 0.0054
Si -0.0003 0.0004 0.0029
Si 0.0069 -0.0004 -0.0066
Si -0.0002 0.0045 0.0009
Si -0.0026 0.0044 -0.005
Si -0.0051 0.0031 -0.0003
Si -0.0026 -0.0009 0.0093
Si 0.0017 -0.0029 0.0116
Si 0.0042 -0.0021 0.0044
Si -0.0012 0.0012 0.0081
Si -0.0016 0.0047 0.0075
Si -0.002 -0.0058 0.0058
Si 0.0022 -0.0035 0.0047
Si 0.0004 -0.0001 0.0032
Si 0.0006 -0.0018 0.0052
Si -0.0014 0.001 0.0077
Si -0.0013 -0.0031 0.0095
Si 0.0003 0.0032 -0.0087
Si 0.0002 0.0004 -0.0009
Si -0.0012 -0.0032 -0.0098
Si -0.002 -0.0003 -0.0058
Si -0.004 0.0013 -0.006
Si 0.0047 0.0011 -0.0054
Si 0.0003 0.0035 -0.0037
Si -0.0005 0.0038 -0.0028
Si 0.0011 0.0025 -0.005
Si 0.0013 0.001 -0.0064
Si 0.0011 0.0006 -0.0035
Si 0.0034 0.0044 -0.0013
Si 0.0083 -0.0016 0.0066
Si 0.0067 -0.0043 0.0098
Si 0.0007 0.0007 -0.0066
Si -0.0002 0.003 0.0027
Si -0.0043 0.0002 0.0057
Si 0.0068 0.0022 -0.0123
Si -0.0073 -0.003 0.0071
Si 0.0004 -0.0008 0.0091
Si -0.0004 -0.0045 0.0063
Si -0.0049 0.0015 0.0078
Si 0.0018 -0.0027 0.0057
Si -0.0059 0.0006 0.0063
Si 0.0024 0.0003 0.0053
Si 0.0066 -0.002 0.0076
Si -0.0014 0.0015 0.0022
Si 0.0001 -0.0002 0.0101
Si -0.0054 0.0042 0.0107
Si -0.0029 0.0061 0.0045
Si -0.0046 -0.0005 -0.0001
Si 0.0048 -0.0033 -0.0002
Si -0.0041 0.0009 0.0093
Si -0.0023 0.0009 0.003
Si -0.0069 -0.0029 0.0011
Si 0.003 -0.0015 -0.0118
Si -0.0432 -0.0109 -0.008
Si 0.0066 -0.0084 -0.0227
Si 0.0091 -0.0193 -0.0215
Si -0.0136 0.0266 -0.0144
Si 0.0146 0.0031 -0.0252
Si 0.013 0.0077 -0.0238
Si 0.0117 -0.0055 -0.0207
Si -0.0109 -0.0048 -0.0188
Si 0.007 0.0138 -0.0177
Si -0.0099 -0.0045 -0.0206
Si -0.028 0.0056 -0.027
Si -0.0087 -0.0032 -0.0125
Si -0.0018 -0.0098 0.0286
Si -0.0035 0.0185 0.0199
Si 0.0225 -0.0043 0.0007
Si 0.0035 0.013 0.0208
Si 0.0035 0.0042 0.036
Si -0.0214 0.0118 0.021
Si 0.0025 -0.0135 0.0048
Si -0.0067 0.0038 0.032
Si 0.0139 -0.0211 0.023
Si 0.0061 -0.0021 0.0356
Si 0.012 0.0002 0.0268
Si 0.0102 -0.0269 0.0143
O 0.0088 0.0029 -0.0143
O 0.0122 -0.0078 -0.0281
O -0.0027 0.0041 -0.0009
O 0.0041 0.0125 -0.0321
O 0.0076 -0.0151 -0.0606
O 0.0054 0.0088 0.0101
O -0.004 -0.0008 -0.0116
O -0.0046 -0.0119 -0.0291
O -0.0025 0.013 -0.0454
O 0.0008 -0.009 -0.0225
O 0.0104 0.0033 0.0061
O 0.0126 0.0012 -0.0373
O -0.0248 0.0023 0.0627
O 0.008 0.0007 0.0166
O 0.0093 -0.0039 0.011
O 0.0017 -0.0062 0.0236
O 0.0033 -0.0035 0.0449
O -0.0002 -0.0076 0.0092
O 0.0025 0.005 0.0095
O 0.0012 0.0066 0.0446
O -0.0015 -0.0005 0.0131
O -0.001 0.0001 0.0113
O 0.003 0.0043 0.0124
O -0.0026 -0.0094 0.0193
Si 0.0108 0.0033 -0.0229
Si -0.0053 -0.0013 0.0094
Si 0.0075 0.0058 -0.0161
Si -0.0076 0.0051 0.0015
Si 0.0132 -0.002 0.0023
Si -0.0009 -0.0021 -0.0097
Si -0.0144 0.0067 -0.0037
Si -0.0027 -0.0031 -0.0072
Si -0.0023 0.0044 -0.0104
Si -0.0151 0.009 -0.0065
Si -0.0063 -0.0033 -0.0139
Si -0.0065 -0.0067 -0.0113
Si -0.001 -0.0026 -0.0105
Si 0.0058 0.0025 0.0007
Si -0.0083 -0.0037 -0.0021
Si 0.0153 0.0193 0.0198
Si 0.0048 -0.0108 0.008
Si 0.0068 -0.0007 0.018
Si -0.0096 -0.0067 0.0178
Si 0.0076 0.0108 -0.0257
Si 0.0039 -0.0079 -0.0089
Si -0.0046 -0.0003 -0.0047
Si -0.001 -0.0035 -0.0064
Si 0.0031 0.0095 -0.0135
Si 0.0075 -0.0019 -0.0111
Si 0.0034 0.002 -0.0103
Si 0.0114 0.0063 -0.0085
Si 0.0008 0.0034 -0.0118
Si 0.0027 0.0036 -0.0073
Si 0.0009 -0.0351 0.0088
Si 0.0032 -0.0034 0.0056
Si -0.0018 0.0042 0.0038
Si -0.0074 -0.0035 0.0025
Si -0.0043 0.003 -0.0051
Si -0.0024 -0.0002 -0.015
Si 0.0105 0.0023 0.0097
Si -0.0131 0.0051 0.0018
Si 0.0058 -0.0171 -0.026
Si 0.0037 -0.003 -0.0121
Si -0.004 0.005 -0.0138
Si -0.0016 -0.0054 -0.0028
Si -0.0001 0.0025 -0.0074
Si 0.0027 -0.0023 -0.0067
Si -0.0098 -0.0091 0.0002
Si -0.001 -0.0029 -0.0023
Si -0.0033 0.0009 -0.0098
Si -0.003 0.0024 -0.0134
Si -0.001 -0.0028 -0.0147
Si 0.0024 0 -0.0112
O 0.0119 0.0103 -0.0015
O 0.0026 -0.0007 0.0047
O 0 0.0025 0.0097
O 0.0012 -0.0019 0.0104
O -0.0062 0.0168 -0.0039
O 0.0016 0.0022 0.008
O -0.0118 -0.0046 -0.0034
O -0.0075 -0.0056 0.0066
O 0.0124 0.0027 0.0062
O -0.0016 0.0067 0.0059
O -0.0051 0.0009 0.0077
O -0.0005 0.0001 0.0051
O -0.002 0.0039 0.0058
O -0.0003 0.0028 0.0057
O 0.0014 -0.0013 0.0085
O -0.0057 0.0061 0.0074
O -0.0043 0.0065 0.0113
O 0.0018 0.0034 -0.0052
O -0.0012 0.0004 0.0076
O -0.0024 0.0045 0.0061
O 0.0076 -0.0053 0.01
O 0.0009 -0.0018 0.0073
O 0.0176 0.0072 0.0178
O 0.0042 0.0001 0.0132
O -0.0133 0.0018 0.0211
O 0.0011 0.0001 0.0071
O -0.0008 0.0001 0.0036
O -0.0012 0.0049 0.0125
O 0.0028 0.0028 -0.0057
O -0.0047 -0.002 0.0074
O 0.0076 -0.002 0.0143
O -0.0017 -0.0061 0.0069
O -0.0008 0.0007 0.0067
O -0.0007 -0.0014 0.0069
O -0.0018 -0.0001 0.006
O 0.0015 -0.0022 0.0076
O -0.0009 -0.0034 0.0126
O -0.0039 -0.0105 0.0076
O 0.0007 0.0067 0.0091
O 0.0019 0.0003 0.0046
O -0.0056 0 -0.0049
O -0.0036 -0.0018 0.0002
O -0.0089 0.0059 0.0112
O -0.0011 -0.0016 0.0149
O 0.0053 0.002 0.0051
O -0.0023 -0.0031 0.0378
O -0.0018 -0.0136 0.0205
O 0.0034 -0.0014 0.0061
O 0.0005 0.0008 0.0122
O -0.0056 -0.0025 0.0087
O -0.0018 0.0028 0.0024
O -0.002 -0.004 0.0027
O 0.0003 -0.0198 -0.0018
O -0.008 -0.0039 0.0075
O -0.0007 -0.0081 0.0072
O -0.0001 -0.0022 0.0077
O 0.0053 0.0001 0.0096
O 0.0036 0 0.0022
O 0.0033 -0.0019 0.0063
O -0.0039 -0.0116 0.0017
O -0.0005 0.0031 0.0102
O 0.0035 0.0051 -0.0015
O 0.0014 0.0021 0.0028
O -0.0062 -0.0023 -0.004
O 0.0047 -0.0015 -0.005
O 0.0003 0.0064 0.0061
O -0.003 0.0111 0.0081
O 0.0039 -0.004 0.012
O -0.0023 0.0039 0.0121
O 0.0072 -0.013 0.0177
O 0.001 0.0072 0.0001
O 0.0048 0.0022 0.0192
O -0.0036 0.0017 0.0104
O 0.0027 0.0009 0.0096
O 0.0012 0.0003 0.0096
O -0.0144 0.0232 0.017
O 0.0066 0.0024 0.0132
O 0.0097 0.003 -0.0017
O 0.0016 0.0294 -0.0135
O -0.0209 0.0043 -0.0059
O -0.0011 -0.0029 -0.0036
O 0.0024 0.009 0.0036
O -0.0074 0.0012 0.0095
O -0.0052 0.0081 0.0111
O 0.0022 0.0032 0.0006
O -0.001 0.0001 0.0042

The program warned: the cutoff lies below the one the program advises for these potential files; the forces do not sum to zero within the program's tolerance; the exchange-correlation potential is rough where the density is thin.
